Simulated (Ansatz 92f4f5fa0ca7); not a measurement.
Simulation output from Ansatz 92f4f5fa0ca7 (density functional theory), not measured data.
Periodic cell of 234 atoms, Si141O87As6, from a study of silicon, its oxide and their interface. The atomic structure is a simulated model.
Doubt: the cutoff is far below the 930 eV that the study's wrapper takes by default for these files, so forces and energies are approximate.
This geometry differs little from another in the collection (a relaxation step or a small displacement).

Settings
functional: PBE
potential files: Ansatz PAW
basis: plane waves
wave-function cutoff: 580 eV
density cutoff ratio: 5
exchange-correlation grid ratio: 1
k mesh: 1 x 1 x 1, Gamma-centred
self-consistency stop: 5e-08 eV per atom in the density residual
occupations: fixed
spin: none
net charge: 0

Cell vectors (angstrom)
a  11.6015  0  0
b  0  10.938  0
c  0  0  32.8783

Atoms and the computed forces on them: element, x, y, z (angstrom), force x, y, z (eV/angstrom)
As  0.052  -0.0498  23.9322  0.0564  0.0454  0.0408
Si  3.8055  0.074  24.3267  0.0109  0.1446  -0.1032
Si  7.7568  -0.2093  24.1713  0.0438  0.0768  0.0536
Si  1.8822  1.4967  24.4004  -0.0227  -0.104  -0.1246
Si  5.8894  1.2004  24.1452  -0.016  -0.0655  0.0633
Si  9.6458  1.3269  24.0383  -0.0714  -0.0823  0.0539
As  -0.0222  5.4614  23.864  -0.0638  0.0394  0.0527
Si  3.9518  5.4015  24.4  -0.2205  -0.042  -0.0118
As  7.6135  5.4454  23.9917  0.0366  -0.011  -0.0143
Si  2.0021  6.7901  24.2046  0.1862  -0.0905  -0.0535
Si  5.6976  6.9276  24.446  0.0369  -0.0117  -0.0794
Si  9.5582  6.8727  24.1111  0.0092  0.0343  -0.0098
Si  1.8463  2.8104  26.2879  -0.1058  -0.045  -0.0529
Si  5.8447  2.6892  26.0523  0.0009  -0.0544  -0.0628
Si  9.636  2.7912  25.9771  0.0111  -0.0183  -0.0751
Si  -0.0476  4.2318  26.0196  -0.0096  0.0173  0.021
Si  3.868  3.9642  26.2102  0.1206  0.1166  -0.0551
Si  7.6972  4.1702  26.0562  -0.0136  0.0362  0.0071
Si  1.9428  8.2497  26.0974  -0.1006  -0.0562  -0.0285
Si  5.828  8.3259  26.2743  0.0828  -0.0615  0.0645
Si  9.7018  8.2353  26.0684  0.0749  -0.1387  -0.024
Si  0.0096  9.6513  26.0473  0.0517  0.0359  -0.0088
Si  3.8654  9.6228  26.2257  -0.0025  0.061  -0.0023
Si  7.803  9.5819  26.217  -0.0694  0.0875  -0.0821
Si  -0.0312  0.0098  28.0352  -0.0463  -0.0589  -0.0375
Si  3.8621  0.0618  28.103  -0.0221  -0.0565  0.026
Si  7.7682  0.0633  28.0797  0.032  -0.0956  0.0379
Si  1.8875  1.3526  28.1125  0.0209  0.0432  0.021
Si  5.8242  1.3761  28.0341  -0.015  0.0578  0.0034
Si  9.6766  1.4433  27.985  0.0307  0.0277  0.0277
Si  -0.021  5.4825  28.0301  0.0175  -0.0257  -0.0356
Si  3.872  5.4758  28.0419  -0.0449  -0.0597  0.0337
Si  7.7432  5.4762  28.0341  0.0342  -0.0372  -0.0337
Si  1.9215  6.8412  28.0192  -0.0057  0.0302  0.0169
Si  5.8069  6.8182  28.0811  0.0185  0.0682  -0.0012
Si  9.6787  6.8524  28.0149  -0.029  0.0519  0.0449
Si  1.9336  2.7345  29.9791  -0.087  0.142  0.3725
Si  5.8008  2.7345  29.9791  0.0444  0.1037  -0.1263
Si  9.6679  2.7345  29.9791  0.0494  0.1472  -0.1469
Si  0  4.1018  29.9791  -0.0067  0.005  -0.0879
Si  3.8672  4.1018  29.9791  -0.0255  0.0086  -0.0055
Si  7.7343  4.1018  29.9791  0.0421  0.0137  -0.0449
Si  1.9336  8.2035  29.9791  0.0113  -0.0405  -0.1783
Si  5.8008  8.2035  29.9791  -0.0167  0.0531  0.1214
Si  9.6679  8.2035  29.9791  -0.012  0.0467  -0.1006
Si  0  9.5708  29.9791  -0.1294  -0.03  -0.0905
Si  3.8672  9.5708  29.9791  0.0052  0.0622  0.1534
Si  7.7343  9.5708  29.9791  0.1161  0.0576  0.0341
Si  0  0  31.9127  0.0181  0.0775  0.0063
Si  3.8672  0  31.9127  -0.0092  -0.0473  0.0169
Si  7.7343  0  31.9127  -0.0187  0.0695  0.0325
Si  1.9336  1.3673  31.9127  0.0081  0.0399  0.0244
Si  5.8008  1.3673  31.9127  0.0061  -0.0142  -0.0428
Si  9.6679  1.3673  31.9127  -0.0145  -0.09  -0.0409
Si  0  5.469  31.9127  -0.0102  0.0596  -0.0528
Si  3.8672  5.469  31.9127  -0.0117  0.0637  -0.0005
Si  7.7343  5.469  31.9127  0.0145  0.0487  -0.0122
Si  1.9336  6.8362  31.9127  -0.0217  -0.0027  0.0161
Si  5.8008  6.8362  31.9127  0.0109  -0.0158  0.0712
Si  9.6679  6.8362  31.9127  -0.0047  -0.1351  0.0205
Si  1.9336  2.7345  0.9679  -0.0545  -0.0617  0.052
Si  5.8008  2.7345  0.9679  0.0363  -0.0166  -0.1957
Si  9.6679  2.7345  0.9679  -0.0097  -0.0626  0.0082
Si  0  4.1018  0.9679  -0.0343  -0.0919  -0.1023
Si  3.8672  4.1018  0.9679  0.0475  -0.0503  0.2734
Si  7.7343  4.1018  0.9679  -0.0268  -0.0129  0.0252
Si  1.9336  8.2035  0.9679  0.0501  -0.0184  -0.093
Si  5.8008  8.2035  0.9679  -0.0303  -0.0478  0.2208
Si  9.6679  8.2035  0.9679  -0.0327  0.0198  0.2498
Si  0  9.5708  0.9679  -0.0199  -0.0472  0.1043
Si  3.8672  9.5708  0.9679  -0.0308  -0.0561  -0.1112
Si  7.7343  9.5708  0.9679  0.0229  -0.012  0.2674
Si  -0.0171  -0.0311  2.9341  0.0125  -0.0222  0.0036
Si  3.8562  -0.0031  2.8799  -0.0071  0.0114  0.0421
Si  7.7324  -0.0352  2.9647  -0.0306  -0.0427  -0.0122
Si  1.9155  1.3568  2.9063  0.0151  -0.0047  0.0324
Si  5.7958  1.3346  2.8608  -0.0029  -0.0345  0.0219
Si  9.6571  1.3376  2.8967  0.014  0.0405  0.009
Si  -0.0186  5.4823  2.8745  0.0154  -0.0728  -0.017
Si  3.8729  5.4512  2.9436  -0.0015  -0.0867  -0.0614
Si  7.7259  5.4743  2.9039  -0.0256  -0.0736  -0.0272
Si  1.934  6.7868  2.86  0.0304  0.0858  -0.0662
Si  5.7952  6.8313  2.9348  -0.0208  0.067  -0.0577
Si  9.6529  6.8361  2.9492  0.0003  0.1093  -0.0117
Si  1.9235  2.7226  4.8358  0.0418  -0.0307  -0.1065
Si  5.7721  2.6785  4.7663  -0.0835  -0.0179  -0.0926
Si  9.6703  2.7374  4.801  -0.0265  -0.1035  0.003
Si  -0.0067  4.1049  4.7798  -0.0075  0.055  0.1042
Si  3.8573  4.0903  4.911  0.0195  0.0321  0.1197
Si  7.6971  4.0451  4.7901  0.0645  0.0548  0.1018
Si  1.954  8.1571  4.7491  -0.0656  -0.0136  0.1358
Si  5.7893  8.1876  4.8925  -0.0114  -0.0246  0.1236
Si  9.6457  8.1168  4.9868  -0.0221  -0.0512  0.0846
Si  0.0012  9.486  4.8672  0.0524  0.0521  -0.0408
Si  3.8503  9.5536  4.7841  0.0507  0.0341  -0.1825
Si  7.7343  9.5184  4.9492  -0.0224  0.0653  -0.0085
Si  0.1146  0.0047  6.7313  -0.1356  0.0468  -0.0007
As  3.808  -0.199  6.8395  -0.0083  0.0443  0.1439
Si  7.6925  0.0176  6.8516  0.1254  -0.0207  0.0009
As  1.9739  1.5171  6.9073  -0.008  -0.029  0.0526
As  5.6748  1.4247  6.7918  0.0586  -0.042  0.0625
Si  9.7029  1.3247  6.7055  0.0132  -0.0566  -0.0595
Si  0.0023  5.4697  6.7239  -0.0123  0.1449  -0.0189
Si  3.8504  5.4654  6.9361  -0.0558  0.1322  -0.0748
Si  7.6004  5.2917  6.8016  -0.0009  0.1444  -0.0442
Si  1.9143  6.8904  6.7489  0.0533  -0.1464  -0.0533
Si  5.7773  6.8323  6.8765  0.0231  -0.0971  -0.0809
Si  9.5457  6.6701  6.9705  -0.0015  -0.1489  -0.0507
O  0.2306  10.1187  8.1854  0.0496  0.0092  -0.0194
O  5.8381  7.737  8.3057  -0.0057  0.042  0.0614
O  9.767  2.3078  8.0494  -0.0035  0.0358  0.0514
O  7.3363  4.1626  8.0103  0.0087  -0.0956  0.0455
O  3.9501  4.6325  8.3993  0.0236  -0.0689  0.1077
O  11.8402  4.3528  7.9498  0.0097  -0.0446  0.0113
O  7.8252  10.2243  8.4005  -0.0272  0.017  0.037
O  1.9303  8.0497  7.9541  -0.0392  0.0716  0.0235
O  9.3897  7.4868  8.4503  0.0136  0.04  0.0563
O  7.2033  7.6384  20.9937  -0.0183  -0.017  -0.0077
O  3.6319  9.9929  23.0343  -0.0047  -0.1068  0.0328
O  6.1806  1.7869  22.5947  -0.0246  0.0135  -0.0643
O  1.8917  2.7387  23.2515  0.0449  0.0685  0.0021
O  9.5477  2.2672  22.6521  0.0102  0.0767  -0.1157
O  7.5319  9.6261  22.9175  0.0034  -0.085  -0.0566
O  2.4681  7.6084  22.7998  0.046  0.0337  0.0389
O  4.4662  4.7462  22.932  0.0315  0.0039  0.0153
O  9.3447  7.7119  22.6681  -0.0353  0.0163  -0.05
Si  4.4291  4.6825  21.2964  0.0043  -0.0156  -0.0134
Si  2.8023  3.3401  15.7393  -0.0299  -0.0071  0.0105
Si  5.275  1.9541  21.2521  0.0009  0.0063  0.0101
Si  14.8191  9.0184  11.0574  0.02  -0.0118  0.0092
Si  -1.2799  5.2376  14.6712  0.0134  0.0138  -0.0083
Si  5.425  7.4496  9.8675  0.0085  -0.0003  -0.0469
Si  6.5845  -0.9468  14.9177  0.0054  -0.0302  -0.0071
Si  13.3358  7.195  13.0813  0.0166  0.0083  -0.0005
Si  2.1729  4.5316  11.5342  0.0114  0.0222  0.0076
Si  -1.6943  10.6644  19.9503  0.0001  -0.0073  -0.0328
Si  6.0196  9.6493  11.7625  -0.0096  -0.0049  0.0137
Si  10.2268  7.1747  9.8311  -0.0232  0.0004  -0.0624
Si  14.7388  9.3699  19.7367  -0.0009  0.0055  -0.0508
Si  13.0421  6.1463  15.8731  0.0009  0.0305  0.0147
Si  8.2439  8.6176  21.8284  -0.0015  0.018  0.0566
Si  9.7485  2.306  9.6888  0.017  -0.0011  -0.0046
Si  11.589  4.4582  9.5522  -0.0016  0.0264  -0.0334
Si  -3.2414  15.3868  19.1175  -0.0096  0.0165  -0.0239
Si  6.7543  8.7109  17.693  0.0031  0.0087  -0.0222
Si  11.2324  4.6564  19.5499  -0.0062  0.0129  -0.079
Si  10.2096  7.5631  12.7486  0.013  0.0075  0.0114
Si  6.3175  6.7555  19.8999  -0.0115  -0.0078  -0.0332
Si  4.6888  4.5398  9.8657  -0.0016  0.0184  -0.0468
Si  12.2152  3.0559  13.5114  0.0077  0.0159  -0.0115
Si  -0.9701  12.3869  15.2429  0.0064  -0.0152  0.0119
Si  9.8096  -2.2226  17.7449  -0.0004  0.0092  -0.0117
Si  0.8796  7.2549  18.7275  -0.0113  0.0218  -0.034
Si  -1.9048  9.6085  14.9405  -0.0021  -0.0243  0.0094
Si  7.8685  11.2016  9.7367  -0.0013  -0.0307  -0.0086
Si  9.5948  13.619  21.074  -0.0096  -0.0366  0.0239
Si  5.5448  1.8773  15.9814  -0.0032  -0.0428  0.0264
Si  1.0872  11.492  20.0797  0.0002  -0.0129  -0.0259
Si  7.2187  3.1978  9.3169  -0.0473  0.0856  -0.0428
Si  2.4149  2.7027  21.7034  0.0007  -0.0077  0.0384
Si  5.3751  0.2037  18.6298  0.0065  -0.0161  -0.0277
Si  0.8744  13.2983  17.6766  0.0051  -0.0015  0.0109
Si  1.0646  8.9702  8.9922  0.0205  -0.0412  -0.0363
Si  15.4377  -2.456  22.4793  -0.0099  0.0317  0.0194
Si  8.3297  14.1817  16.166  0.0149  0.0054  0.031
O  8.2812  3.5061  17.7808  -0.0015  -0.0107  -0.0243
O  11.8084  7.3533  12.5614  -0.0217  0.0068  -0.0063
O  5.8488  7.6886  18.6164  0.0065  0.0054  -0.0005
O  4.0503  8.6364  20.8678  0.01  -0.0004  0.0098
O  4.2881  2.7637  15.4256  -0.0005  0.012  -0.0142
O  7.068  10.7068  11.0704  0.0069  0.0088  -0.031
O  9.5472  1.3079  20.1596  0.01  -0.0058  0.0126
O  5.2481  1.4099  17.5319  0.0038  0.0125  -0.0067
O  6.7783  2.9295  15.7828  -0.0052  0.0012  -0.0181
O  8.192  10.2106  15.023  0.0011  0.0125  -0.0061
O  9.6389  6.4094  13.7593  0.0068  -0.0147  -0.0039
O  4.9754  6.05  20.5825  0.0071  -0.0061  0.022
O  9.388  0.7728  10.1973  -0.0244  -0.0109  -0.0221
O  2.8559  4.1569  21.039  0.0007  -0.0165  0.0296
O  8.5768  3.3521  10.2188  -0.0016  -0.0226  -0.0166
O  13.8953  16.6683  12.6277  -0.0067  0.0115  -0.0083
O  5.7919  3.3754  10.0315  0.0162  -0.0117  -0.0016
O  1.974  8.3296  19.2758  -0.0024  -0.021  0.0109
O  1.5743  6.807  17.3345  0.0028  -0.0216  -0.0187
O  5.403  3.4935  20.7214  -0.011  0.0274  0.0142
O  -0.3672  4.3569  13.641  -0.0052  -0.0086  -0.0003
O  12.2231  5.9595  19.7242  -0.0036  -0.0124  0.0222
O  5.6361  0.8785  20.0937  -0.0042  -0.0088  0.0046
O  6.2302  9.5024  13.3832  0.0057  0.0007  0.011
O  3.6598  4.1615  11.0512  0.0105  0.0001  -0.0188
O  10.8665  3.7287  20.8655  0.0085  0.0072  0.0356
O  12.8344  1.9627  20.8743  0.0032  0.0042  0.0068
O  9.1239  12.8617  15.6277  -0.0025  0.0018  -0.0093
O  3.7263  1.7332  21.7118  0.0134  0.0016  0.0025
O  9.0592  4.514  15.4183  -0.0064  -0.007  -0.0044
O  1.7957  7.2486  14.7112  -0.006  -0.0104  0.0141
O  4.0947  10.0892  18.6012  0.0064  0.0045  0.0077
O  10.4313  16.4949  9.8636  0.0095  -0.0085  -0.0002
O  2.3956  -0.3052  20.4194  -0.0075  0.0051  0.0167
O  5.808  0.4793  15.1496  -0.0008  0.017  -0.0077
O  3.8578  7.8231  10.1419  -0.0083  0.0256  -0.0129
O  9.8272  10.2494  18.3602  0.0051  -0.0176  0.01
O  -1.6942  8.9926  13.4575  -0.0046  -0.0114  -0.0201
O  10.7554  10.7876  15.2441  0.0049  0.0137  -0.0083
O  5.1933  7.8028  23.0964  -0.0789  0.0241  0.0212
O  11.6297  7.9911  9.7674  0.0052  0.0236  -0.0123
O  -0.4455  2.9847  10.1443  0.0001  -0.0091  -0.0208
O  -0.1491  5.7128  15.7641  -0.0043  -0.0151  -0.0085
O  13.9865  13.6397  17.184  -0.004  0.0111  -0.0112
O  -5.3465  8.8628  16.1073  -0.004  0.0012  -0.0208
O  9.5147  7.5655  11.2594  -0.0014  0.0039  0.0122
O  8.3174  3.5209  20.4782  0.0093  0.0167  0.0122
O  -1.5525  8.558  16.1352  0.003  0.0008  -0.0041
O  11.1619  1.8336  13.7343  0.0065  0.0037  -0.013
O  11.9068  3.6492  18.4691  0.0081  -0.0152  0.0075
O  -0.6023  7.9146  18.5085  -0.003  -0.0046  0.0046
O  2.038  9.6689  10.125  0.0055  0.0046  -0.0121
O  2.576  4.9621  15.7878  0.0098  -0.0186  -0.0016
O  -3.3216  8.1485  17.9126  0.0012  0.0033  -0.0005
O  -1.8038  5.2314  19.0141  0.0046  -0.015  0.0321
O  -0.0649  2.1367  16.387  -0.0051  -0.0013  -0.0102
O  12.9426  5.0223  10.2331  0.0183  -0.0064  -0.0065
O  4.4403  10.0492  11.4586  0.0082  0.014  -0.0259
O  5.573  5.872  10.1706  -0.0054  -0.0244  0.0016
O  1.4224  3.2053  12.1125  -0.0187  -0.0244  0.0132
O  13.424  2.8239  14.565  0.0114  -0.0028  0.0008
O  7.1829  5.5449  19.2338  0.01  -0.0105  0.0185
O  12.514  11.9044  18.5123  0.0001  0.0198  -0.0061
O  11.4366  -0.3875  20.5134  0.0091  0.0065  0.0189
O  7.174  1.5828  9.0735  -0.0207  -0.0222  -0.029
O  8.9992  9.598  20.7705  0.0225  0.012  -0.0141
O  6.3258  8.2415  10.9758  0.0014  0.0065  -0.021
O  2.6233  8.4051  12.4519  -0.0143  -0.0172  -0.002
O  6.6915  -0.7061  18.3045  0.0012  -0.008  0.0147

Results
free energy: -168248.744 eV
free energy less fixed offsets of As -4856.12, O -568.88, Si -635.61 eV per atom: 1.546 eV

The program warned: the cutoff lies below the one the program advises for these potential files; the exchange-correlation potential is rough where the density is thin.
